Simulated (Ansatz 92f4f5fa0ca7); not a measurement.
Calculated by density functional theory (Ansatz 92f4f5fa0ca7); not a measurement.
Periodic cell of 268 atoms, Si148O120, from a study of silicon, its oxide and their interface. The atomic structure is a simulated model.
This geometry differs little from another in the collection (a relaxation step or a small displacement).

Settings
functional: r2SCAN
potential files: Ansatz PAW
basis: plane waves
wave-function cutoff: 800 eV
density cutoff ratio: 5
exchange-correlation grid ratio: 1
k mesh: 1 x 1 x 1, shifted by 0.5 0.5 0 of a step
self-consistency stop: 1e-10 eV per atom in the density residual
occupations: fixed
spin: none
net charge: 0

Cell vectors (angstrom)
a, 10.88, 0, 0
b, 0, 10.88, 0
c, 0, 0, 37.6809

Atoms and the computed forces on them: element, x, y, z (angstrom), force x, y, z (eV/angstrom)
Si, -0.3862, 0.2257, -0.1349, 0.0126, -0.0204, -0.0503
Si, 3.1139, 2.3115, -0.0364, 0.0137, -0.0159, -0.0464
Si, -0.3305, 5.835, -0.3573, 0.0053, 0.0019, -0.0706
Si, 3.0154, 8.0715, -0.016, 0.0715, 0.0526, -0.0042
Si, 5.3358, 0.196, 0.4129, 0.0021, -0.0001, -0.0065
Si, 8.3032, 2.4741, -0.353, -0.0265, -0.0065, -0.0587
Si, 5.2928, 5.8715, 0.0398, 0.0014, 0.1262, -0.0052
Si, 8.2739, 7.9483, 0.2426, -0.0167, -0.0303, -0.0467
Si, 1.2726, 1.3391, 1.1144, -0.0014, 0.0059, 0.0022
Si, 4.1469, 4.123, 1.1, -0.0147, -0.003, -0.002
Si, 1.2962, 6.8878, 1.0579, -0.0195, -0.0192, 0.0094
Si, 4.1469, 9.4152, 1.4932, -0.0062, 0.0024, -0.0185
Si, 6.993, 1.4453, 1.3571, 0.0027, 0.0096, -0.0089
Si, 9.4955, 4.109, 0.9484, -0.0002, 0.0058, 0.0071
Si, 6.8026, 6.7683, 1.5795, -0.002, 0.0119, -0.0025
Si, 9.4733, 9.5937, 1.3338, 0.0078, 0.0218, 0.0103
Si, -0.0286, 2.7814, 2.4506, 0.0116, -0.0026, -0.0048
Si, 2.6625, -0.005, 2.594, 0.0025, 0.0186, -0.0049
Si, 0.016, 8.1847, 2.5711, -0.0053, 0.0038, -0.0105
Si, 2.7012, 5.4849, 2.4467, -0.0012, -0.0083, -0.003
Si, 5.4821, 2.7875, 2.5835, 0.0147, 0.0113, -0.0023
Si, 8.1954, 0.0337, 2.7514, 0.0103, -0.0022, -0.007
Si, 5.4843, 8.1504, 2.8754, -0.0204, -0.0377, -0.0181
Si, 8.2203, 5.3009, 2.6232, 0.0028, 0.0096, -0.0082
Si, 1.3639, 4.1101, 3.8465, 0.0032, 0.0091, 0.0063
Si, 4.075, 1.3901, 3.9009, -0.026, 0.0074, -0.0002
Si, 1.3601, 9.5067, 3.973, 0.0104, 0.0109, 0.02
Si, 4.0317, 6.7448, 3.9986, 0.0037, 0.0099, 0.009
Si, 6.83, 4.0427, 4.0144, -0.0164, -0.0012, 0.0132
Si, 9.5934, 1.4196, 3.9731, -0.0047, -0.0012, 0.0144
Si, 6.8231, 9.578, 4.1104, 0.0132, -0.002, -0.0178
Si, 9.5433, 6.7795, 3.9105, 0.0251, -0.025, 0.0101
Si, 0.0363, 0.0096, 5.3213, -0.0065, -0.0065, 0.0005
Si, 2.7195, 2.7449, 5.2558, -0.0008, 0.0083, 0.007
Si, 0.0259, 5.4424, 5.2816, -0.0024, 0.0071, 0.008
Si, 2.7077, 8.1501, 5.3414, -0.0102, -0.0099, -0.0064
Si, 5.4021, 0.0594, 5.35, 0.007, -0.0039, 0.006
Si, 8.1817, 2.6971, 5.3624, 0.007, 0.0056, 0.0001
Si, 5.4494, 5.4195, 5.3311, 0.0073, -0.0039, -0.0065
Si, 8.2057, 8.1396, 5.3304, 0.0038, 0.0045, 0.0138
Si, 1.3949, 1.3687, 6.6577, -0.0016, 0.009, -0.0051
Si, 4.0782, 4.0693, 6.6651, -0.0052, 0.006, -0.0037
Si, 1.3509, 6.7949, 6.6871, -0.0008, -0.0042, -0.0033
Si, 4.073, 9.533, 6.6785, -0.0083, 0.0005, -0.0016
Si, 6.8052, 1.3518, 6.7125, 0.0047, -0.0025, -0.0031
Si, 9.5468, 4.087, 6.6728, 0.0014, -0.0016, -0.0028
Si, 6.8181, 6.7881, 6.6718, 0.0047, -0.0081, -0.0021
Si, 9.5611, 9.5141, 6.6742, 0.0038, -0.0002, -0.0041
Si, 0.0147, 2.7006, 8.0201, -0.0042, 0.001, 0.003
Si, 2.7239, 0.0106, 8.0482, -0.0027, -0.0041, 0.0021
Si, 0.0106, 8.1567, 8.0625, 0.0038, -0.0016, 0.0017
Si, 2.7075, 5.4242, 8.0232, -0.0007, -0.0061, 0.0025
Si, 5.4415, 2.7285, 8.034, -0.0032, 0.0076, -0.0005
Si, 8.1916, -0.0254, 8.0236, 0.0097, 0.0092, 0.0043
Si, 5.4498, 8.158, 7.9931, -0.001, -0.0039, 0.0031
Si, 8.189, 5.4401, 8.045, 0.0015, -0.0009, 0.0008
Si, 1.347, 4.0583, 9.3913, 0.0013, -0.004, -0.0063
Si, 4.0724, 1.3935, 9.3926, 0.0026, 0.0027, -0.0125
Si, 1.359, 9.5319, 9.4174, -0.0012, 0.001, -0.0017
Si, 4.0723, 6.8076, 9.3388, -0.0093, 0.0016, -0.0085
Si, 6.8263, 4.0626, 9.3842, 0.012, -0.0035, 0.0003
Si, 9.5381, 1.3445, 9.3984, -0.0053, 0.0065, -0.001
Si, 6.8521, 9.4664, 9.336, 0.0002, -0.0005, -0.0072
Si, 9.5512, 6.7829, 9.4366, -0.0002, -0.0074, -0.0108
Si, 0.0021, 0.0052, 10.8021, -0.0042, 0.0052, -0.0179
Si, 2.6919, 2.7397, 10.7865, -0.0234, 0.0288, -0.0168
Si, 0.0041, 5.3763, 10.807, 0.0111, -0.0044, -0.0072
Si, 2.718, 8.1355, 10.7349, 0.006, -0.0029, -0.0084
Si, 5.5167, 0.0061, 10.5922, -0.0058, -0.0024, 0.0236
Si, 8.1963, 2.7161, 10.7732, 0.0049, -0.0065, 0.0089
Si, 5.4289, 5.438, 10.6615, -0.0004, -0.0042, -0.0058
Si, 8.1687, 8.1326, 10.7709, 0.012, -0.0106, -0.0203
Si, 1.3211, 1.4127, 12.1854, -0.0024, -0.0005, 0.0195
Si, 4.0827, 4.1484, 12.066, -0.003, -0.0114, 0.0124
Si, 1.4144, 6.7097, 12.1348, -0.0072, -0.0014, 0.0004
Si, 4.171, 9.5605, 11.9021, -0.0005, 0.0003, 0.0144
Si, 6.8171, 1.2978, 12.0313, 0.0244, 0.0364, 0.0258
Si, 9.5023, 4.052, 12.24, -0.0184, -0.016, 0.0016
Si, 6.7767, 6.7224, 12.0467, 0.001, -0.011, 0.0152
Si, 9.5237, 9.4853, 12.144, -0.0011, 0.0087, 0.0159
Si, -0.0094, 2.7538, 13.7133, 0.0058, 0.0109, 0.0023
Si, 2.8349, -0.0241, 13.2759, -0.0022, 0.0003, 0.0178
Si, -0.043, 7.9921, 13.4427, -0.0103, -0.0203, 0.0031
Si, 2.8414, 5.4647, 13.6053, -0.0139, 0.0009, 0.0015
Si, 5.4054, 2.6799, 13.2757, 0.0102, -0.0207, 0.0184
Si, 8.1651, 0.0185, 13.4909, 0.0004, 0.0157, 0.0023
Si, 5.4599, 8.1924, 13.2604, -0.0076, 0.0024, 0.0056
Si, 7.9985, 5.3677, 13.5513, 0.005, -0.0002, 0.0041
Si, 1.6561, 3.9462, 14.975, -0.0029, 0.0105, 0.0702
Si, 3.8431, 1.6242, 14.646, 0.0062, -0.0165, 0.0181
Si, 1.644, 9.2379, 14.3886, 0.0271, 0.0206, 0.0423
Si, 3.9795, 7.2153, 14.7708, 0.0133, 0.0144, 0.0398
Si, 6.8486, 3.6765, 14.8134, 0.0146, -0.0732, -0.0621
Si, 9.2235, 1.5361, 14.943, -0.0901, -0.0148, -0.0134
Si, 6.9981, 9.2477, 14.6455, -0.0001, -0.0088, 0.0526
Si, 9.1742, 6.9286, 14.8167, 0.0225, 0.0155, 0.0493
Si, 2.3486, 4.285, 17.8825, -0.0037, 0.0105, 0.0784
Si, -4.5808, 12.4865, 22.2595, 0.0062, 0.0025, 0.0519
Si, -0.6971, 8.9767, 18.8119, 0.0128, -0.0035, 0.0585
Si, 3.7182, 9.2165, 18.8426, -0.0072, 0.0042, 0.0595
Si, 6.5453, 1.9825, 19.4108, -0.0003, 0.0014, 0.0758
Si, -5.0676, 11.1829, 24.9888, 0.0023, -0.0047, 0.0172
Si, 5.8119, 8.117, 17.0279, 0.0059, -0.0051, 0.078
Si, 4.9635, 2.8318, 17.0129, -0.0144, -0.0056, 0.0839
Si, 5.9262, 6.3501, 21.7032, -0.0016, 0.0043, 0.046
Si, -0.3663, 4.1374, 21.917, 0.005, 0.0009, 0.0416
Si, -0.3185, -1.9699, 21.8332, -0.005, 0.0016, 0.0474
Si, 9.0955, 11.7353, 18.0412, -0.0032, -0.0073, 0.0743
Si, 1.4862, 10.1925, 17.121, 0.0021, -0.0058, 0.0669
Si, 8.5321, 6.6014, 17.7302, -0.0033, -0.0024, 0.0741
Si, -3.3183, -4.2396, 25.6497, 0.0063, -0.0037, 0.0117
Si, -2.9752, 8.184, 23.079, 0.0038, 0.0081, 0.0354
Si, -9.6646, 10.89, 23.2084, -0.0062, -0.0005, 0.0269
Si, 3.2255, 6.5026, 20.0984, 0.0103, -0.0004, 0.0607
Si, 5.3948, 11.4841, 31.2837, -0.0024, -0.0041, -0.0335
Si, 8.7796, 2.2755, 23.6026, -0.0061, -0.01, 0.0277
Si, 1.3438, 17.3907, 22.6249, -0.0123, 0.0032, 0.0408
Si, 7.5088, 3.7331, 25.9728, 0.0016, 0.0073, 0.0017
Si, -1.1619, 5.2588, 26.9883, -0.0075, -0.0042, -0.0166
Si, 1.0157, -4.3686, 25.4993, -0.0073, 0.005, 0.0089
Si, -4.8571, 9.1152, 29.4896, -0.0078, -0.0048, -0.0181
Si, 2.7365, 11.238, 20.8385, -0.001, 0.007, 0.0607
Si, 4.9224, 6.0804, 30.2354, -0.0034, 0.0055, -0.0336
Si, 8.053, 4.668, 20.0751, 0.005, -0.0014, 0.0654
Si, 0.8931, 12.575, 18.8205, 0.0116, -0.0047, 0.0625
Si, 3.3963, -6.9595, 28.7603, -0.0031, 0.0021, -0.0328
Si, 2.3914, 8.1536, 27.5036, -0.0021, 0.005, -0.022
Si, 2.2, 2.6692, 22.2901, -0.0039, 0.0019, 0.034
Si, 0.3908, -1.4911, 25.7436, -0.002, -0.0051, 0.0058
Si, -2.2295, 10.6241, 24.9382, -0.0028, 0.0055, 0.0132
Si, 4.8596, 2.8872, 26.2486, 0.0065, 0.0001, -0.003
Si, -6.2301, 4.0669, 23.3799, -0.0003, -0.0033, 0.031
Si, 2.2279, 7.3314, 30.4734, -0.0016, -0.0118, -0.0505
Si, -1.5271, 1.0656, 32.9594, 0.0006, 0.0041, -0.0503
Si, 0.1616, 5.7497, 34.1419, 0.0058, -0.0119, -0.0808
Si, 1.8512, -2.808, 33.239, -0.0002, 0.0004, -0.0585
Si, 0.6176, 4.9825, 29.4781, -0.0008, 0.0157, -0.0403
Si, -2.1594, -3.081, 33.7854, 0.0011, 0.0076, -0.0555
Si, -5.516, -2.1537, 26.5583, -0.0047, -0.0047, -0.0102
Si, -7.6046, 2.4748, 31.5876, -0.0002, 0.0009, -0.0385
Si, 5.787, 3.6147, 31.9655, -0.0148, 0.0022, -0.0479
Si, 4.547, 1.0032, 35.3958, -0.0023, 0.0028, -0.0703
Si, -0.2199, -0.9495, 34.747, 0.0029, -0.0086, -0.0614
Si, -3.1286, 9.8059, 31.6672, -0.0152, 0.0065, -0.0431
Si, 3.8588, 9.0859, 34.9488, -0.0027, -0.0057, -0.0609
Si, 7.0092, 2.5444, 34.4127, -0.0018, 0.0034, -0.0704
Si, 6.4864, 7.4901, 35.6817, -0.0003, 0.0147, -0.0629
Si, 11.2311, 3.3298, 32.1051, 0.0091, -0.0014, -0.0529
O, 0.1866, -0.622, -1.4081, -0.0031, 0.013, 0.0537
O, -3.3863, -1.5248, -7.548, 0.0045, 0.0028, 0.0225
O, 1.7266, 8.3026, -6.031, -0.0099, 0.0127, 0.0284
O, 6.0756, 2.1485, -6.5044, 0.0012, 0.0073, 0.0251
O, 5.1682, -0.4525, -7.65, 0.0031, 0.008, 0.0197
O, 0.0854, 5.4906, -1.9226, -0.0044, -0.0015, 0.0742
O, 2.8608, 8.8268, -1.4625, -0.011, -0.0047, 0.0545
O, 1.488, 6.5822, -3.9317, -0.0049, -0.0062, 0.0313
O, 4.1105, 1.2491, 0.6795, -0.0103, 0.0203, 0.0125
O, 3.4271, 2.0119, -1.6338, -0.0165, 0.0081, 0.048
O, 7.5344, 2.9499, -1.7564, 0.0214, -0.0012, 0.0693
O, 8.0739, 1.4979, -3.8523, -0.0102, 0.0087, 0.0266
O, 4.0149, 6.8251, -0.2896, -0.0216, -0.1317, -0.0631
O, 6.0946, 6.0212, -1.3929, 0.0005, -0.0285, 0.048
O, 9.363, 6.955, -0.4935, 0.0032, -0.0011, 0.0097
O, 7.2701, 8.447, -0.9417, 0.0108, -0.002, 0.0275
O, 2.6065, 2.6179, 15.039, 0.0019, 0.0119, -0.0252
O, 1.4442, 4.5467, 16.5208, -0.0049, -0.0072, -0.0581
O, 4.6197, 1.5196, 16.0979, -0.0018, 0.0066, -0.0387
O, 8.0975, 2.6921, 15.1323, 0.0647, 0.0473, 0.1266
O, 1.0932, 10.1968, 15.5746, -0.0028, -0.0164, -0.0679
O, 9.4097, 11.8019, 16.4503, 0.013, 0.0137, -0.1
O, 2.6987, 8.1869, 15.0711, -0.0111, -0.0293, -0.0072
O, 4.7743, 7.1352, 16.2178, -0.0181, -0.0015, -0.0614
O, 9.3507, -4.5512, 16.3434, 0.0026, 0.0014, -0.0581
O, 6.0753, 1.1411, 20.7208, 0.0015, -0.0008, -0.0311
O, 6.0946, 3.7586, 16.278, -0.0001, 0.0316, -0.0647
O, 9.4842, 4.2672, 20.6998, -0.0135, -0.0026, -0.0261
O, 5.2124, 16.397, 22.9132, -0.0006, 0.0033, -0.0169
O, 1.2983, 11.7425, 17.5034, -0.0031, -0.008, -0.0283
O, 29.671, 12.6686, 22.3389, -0.0058, 0.001, -0.0242
O, 8.2373, 8.245, 15.0137, -0.0033, -0.0091, -0.0285
O, 2.6909, 5.4896, 18.931, -0.0044, -0.0186, -0.0397
O, 2.9302, 7.9923, 19.5449, 0.0015, 0.0064, -0.0308
O, -13.4375, 5.2602, 18.5963, 0.0042, 0.0098, -0.0418
O, -7.1302, 3.8437, 17.2529, 0.0106, -0.0093, -0.0372
O, 7.2553, 5.6628, 21.0745, 0.006, -0.0062, -0.027
O, 3.7721, 10.4389, 19.9103, 0.0045, -0.0084, -0.0306
O, 10.157, 1.8057, 18.8334, -0.009, 0, -0.0279
O, 7.6071, 12.1658, 18.4281, 0.0134, 0.0005, -0.0292
O, 5.2749, 2.2668, 18.4822, -0.0064, -0.0014, -0.0535
O, 0.0298, 5.6069, 22.4151, 0.0007, -0.0022, -0.0215
O, 5.1794, 8.714, 18.3902, 0.0138, -0.0007, -0.0407
O, 9.1891, 10.2087, 18.5453, 0.0047, 0.0137, -0.0271
O, 4.8132, 6.4453, 20.505, -0.0069, 0.0047, -0.0224
O, 0.8536, -2.8484, 22.498, 0.003, 0.0014, -0.0155
O, 0.5258, 9.0906, 17.7883, 0.0099, 0.0016, -0.0304
O, 7.7055, 2.865, 24.6431, -0.0021, -0.0012, -0.0141
O, 1.4635, 12.4968, 23.3054, 0.0061, 0.0027, -0.0166
O, -3.7417, 14.2487, 19.942, -0.0071, -0.0017, -0.0257
O, -5.3122, 13.8808, 22.5946, -0.0027, -0.0035, -0.0192
O, 12.1849, 9.301, 27.09, 0.0035, -0.0019, 0.0062
O, 7.014, 5.1583, 25.4326, -0.0007, 0.0002, -0.0021
O, 2.9861, 9.7415, 17.5016, -0.0062, 0.007, -0.0346
O, 1.3633, 11.6249, 20.0485, -0.0105, 0.0023, -0.0359
O, 9.4003, 7.5959, 18.6467, -0.0161, -0.0073, -0.0264
O, -0.1816, 10.3742, 22.5258, -0.0016, -0.0028, -0.0164
O, 13.3117, 17.0981, 21.4775, 0.009, 0.0036, -0.0236
O, -3.8005, 18.0998, 17.4298, -0.0114, 0.0061, -0.0288
O, 1.2604, -0.6105, 24.6943, 0.0007, 0.0047, -0.0112
O, -1.4183, 1.0025, 24.3135, 0.001, 0.0019, -0.0082
O, 1.6072, 3.132, 18.7455, 0.009, 0.0063, -0.0332
O, -4.3758, -3.115, 22.3311, -0.0027, -0.005, -0.0169
O, -0.0477, -1.8437, 20.2685, -0.0047, 0.0022, -0.0501
O, -2.6874, 7.1098, 24.2459, -0.0009, 0.0011, -0.0164
O, 1.8764, 17.1211, 24.1472, 0.0056, -0.0072, -0.0138
O, 1.8712, 4.4292, 28.6295, 0.0036, -0.0001, 0.0211
O, -1.0169, 14.2417, 23.1721, 0.0039, 0.0073, -0.0162
O, -5.6482, -1.1551, 25.3052, 0.0022, 0.003, -0.0003
O, -7.3465, 6.4981, 30.9872, -0.0038, 0.0017, 0.0176
O, -6.0523, 1.3679, 25.7028, -0.0025, 0.0016, 0.0007
O, -1.7701, -2.6572, 22.0077, 0.0039, -0.0018, -0.0208
O, -8.4963, 10.3811, 22.1742, 0.0073, -0.0017, -0.0256
O, 6.2334, 9.3937, 16.0987, 0.0045, 0.0035, -0.0471
O, 3.2308, 12.7049, 21.3448, -0.0004, -0.0047, -0.0238
O, -7.789, 14.6935, 22.9803, -0.0009, 0.0021, -0.0152
O, -7.1125, 3.1405, 27.3978, -0.0022, 0.0051, 0.0091
O, 3.8821, 0.9692, 31.7683, 0.0016, 0.0002, 0.0216
O, 5.8628, -5.8479, 31.1061, 0.0028, -0.0042, 0.0247
O, -1.9948, 3.8837, 26.792, 0.0005, -0.0014, -0.0004
O, 0.9871, 14.2468, 21.4688, -0.0007, 0.0007, -0.0172
O, 10.2781, 5.2663, 28.4817, 0.0114, -0.0033, 0.0145
O, 1.8946, 6.7541, 26.841, 0.0031, -0.0007, 0.0036
O, 8.7258, 6.5383, 26.7842, -0.0004, 0.0015, 0.0015
O, -4.5439, -7.7588, 26.8871, -0.0026, -0.0002, 0.0014
O, 5.8099, 0.5364, 23.378, 0.0014, 0.0065, -0.0172
O, 11.0525, 3.9863, 30.6498, -0.003, -0.009, 0.0298
O, -4.5756, -3.364, 26.0939, 0.0046, 0.0005, -0.0009
O, 0.0015, -5.5749, 25.8546, 0.0003, 0.0013, -0.0017
O, 3.4069, -7.9816, 30.0185, 0.004, -0.0098, 0.0287
O, 3.8442, 10.6718, 34.5995, 0.0052, -0.0002, 0.0366
O, -4.8278, -1.5645, 27.8941, 0.0007, 0.0021, 0.0234
O, -3.4391, -3.7565, 34.4594, -0.0162, -0.0062, 0.0409
O, -1.5394, -1.8904, 34.7009, 0.0012, 0.0054, 0.0243
O, -1.1288, -0.93, 25.9246, 0.0019, 0.0024, -0.0005
O, 5.5431, 1.864, 34.4823, -0.0077, -0.0141, 0.0322
O, 18.1932, 0.3293, 25.6552, -0.0018, -0.0002, -0.002
O, 0.9874, 6.3607, 30.2013, -0.0009, -0.0023, 0.0154
O, 3.3803, 8.3247, 33.6245, 0.0107, 0.0055, 0.0197
O, 4.2225, 3.5043, 32.4162, 0.0028, 0.0029, 0.0195
O, 4.4288, 5.1801, 28.9521, 0.0027, -0.0002, 0.0199
O, -0.875, -8.566, 32.2201, 0, -0.0008, 0.0243
O, 0.1775, -3.0078, 25.228, 0.0082, -0.0004, -0.0074
O, 1.7727, 2.5529, 32.1427, -0.0074, 0.0002, 0.023
O, 3.8572, 8.3342, 26.9011, 0.0068, -0.0002, 0.0083
O, 0.2421, 4.3472, 33.3564, -0.006, 0.0173, 0.032
O, -6.2245, 3.8824, 24.987, -0.004, 0.0008, -0.0089
O, -8.3396, 8.1307, 29.1071, 0.0001, -0.0005, 0.0227
O, 5.5911, 7.5387, 29.8357, -0.0032, -0.0022, 0.0182
O, 0.9535, 9.1525, 33.9993, -0.0127, 0.0049, 0.0265
O, -2.6969, -2.4301, 32.4159, 0.0078, -0.0105, 0.0369
O, 5.4918, 0.2324, 36.4725, -0.0039, -0.0044, 0.0425
O, 5.2908, 8.443, 35.231, -0.0015, -0.0131, 0.0306
O, -1.0844, -4.2625, 33.5737, 0.0082, 0.0035, 0.0311
O, 6.7787, 3.7081, 33.2702, 0.0061, -0.004, 0.0349
O, -1.9328, -0.0074, 31.8212, 0.0054, 0.003, 0.0256
O, -0.451, 11.3186, 33.9758, 0.0048, -0.0102, 0.0308
O, 6.3911, -0.3156, 32.2158, 0.0043, 0.0005, 0.0226
O, 9.4243, 1.3285, 36.9348, 0.0035, 0.0109, 0.0311
O, -2.8757, -1.2527, 23.822, -0.0011, -0.0062, -0.0095

Results
free energy: -163107.718 eV
free energy less fixed offsets of O -570.45, Si -639.56 eV per atom: 1.162 eV

The program warned: the cutoff lies below the one the program advises for these potential files; the forces do not sum to zero within the program's tolerance; empty levels may hold ghost states of the PAW files; the exchange-correlation potential is rough where the density is thin.
